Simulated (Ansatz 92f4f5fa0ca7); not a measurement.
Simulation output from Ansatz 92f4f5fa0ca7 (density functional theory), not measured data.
Periodic cell of 247 atoms, Si165O82, from a study of silicon, its oxide and their interface. The atomic structure is a simulated model.
Doubt: the cutoff is far below the 930 eV that the study's wrapper takes by default for these files, so forces and energies are approximate.
This geometry differs little from another in the collection (a relaxation step or a small displacement).

Settings: functional PBE; potential files Ansatz PAW; basis plane waves; wave-function cutoff 580 eV; density cutoff ratio 5; exchange-correlation grid ratio 1; k mesh 1 x 1 x 1, Gamma-centred; self-consistency stop 5e-08 eV per atom in the density residual; occupations fixed; spin none; net charge 0.

Cell vectors (angstrom)
a  10.938  0  0
b  0  10.938  0
c  0  0  36.8311

Atoms and the computed forces on them: element, x, y, z (angstrom), force x, y, z (eV/angstrom)
Si  0  0  0.683  -0.0005  -0.047  0.0126
Si  5.469  0  0.683  0.0279  -0.1012  -0.0115
Si  2.7345  2.7345  0.683  -0.0291  0.0072  -0.0129
Si  8.2035  2.7345  0.683  -0.0152  -0.0496  0.0212
Si  0  5.469  0.683  -0.0259  0.0078  -0.0167
Si  5.469  5.469  0.683  -0.0286  -0.0216  0.0138
Si  2.7345  8.2035  0.683  -0.0351  0.0067  0.0114
Si  8.2035  8.2035  0.683  -0.0897  -0.0106  -0.0068
Si  1.3673  1.3673  2.0503  0.0167  0.0689  -0.0481
Si  6.8362  1.3673  2.0503  0.022  -0.0011  0.1565
Si  4.1018  4.1018  2.0503  -0.1265  0.1234  0.0749
Si  9.5708  4.1018  2.0503  0.0401  0.0663  -0.0536
Si  1.3673  6.8362  2.0503  0.0551  -0.1086  0.0443
Si  6.8362  6.8362  2.0503  0.0442  0.1482  -0.049
Si  4.1018  9.5708  2.0503  0.2423  -0.0595  -0.173
Si  9.5708  9.5708  2.0503  0.0326  0.0332  0.1812
Si  2.7345  0  34.7796  -0.0365  0.0104  0.1497
Si  8.2035  0  34.7796  -0.0659  -0.0956  -0.1937
Si  0  2.7345  34.7796  -0.0743  -0.011  -0.1141
Si  5.469  2.7345  34.7796  -0.0655  -0.1104  0.0808
Si  2.7345  5.469  34.7796  -0.0573  -0.0141  -0.1688
Si  8.2035  5.469  34.7796  0.0174  -0.1456  0.1911
Si  0  8.2035  34.7796  -0.0845  -0.0483  0.0712
Si  5.469  8.2035  34.7796  -0.1046  -0.0929  -0.0265
Si  4.1018  1.3673  36.1469  0.0449  0.0089  0.0269
Si  9.5708  1.3673  36.1469  -0.0182  0.0249  -0.0103
Si  1.3673  4.1018  36.1469  -0.0106  0.0111  -0.0094
Si  6.8362  4.1018  36.1469  0.0282  0.0239  0.0065
Si  4.1018  6.8362  36.1469  0.0443  0.0251  0.0154
Si  9.5708  6.8362  36.1469  0.049  0.0437  0.0112
Si  1.3673  9.5708  36.1469  0.026  0.003  -0.0058
Si  6.8362  9.5708  36.1469  0.0512  0.0695  -0.0216
Si  1.3105  4.0609  30.6692  0.0019  0.0005  -0.0031
Si  9.4204  -1.362  27.806  -0.003  0.0005  -0.0091
Si  4.0591  6.7923  30.8298  -0.0042  0.0007  -0.0078
Si  5.9321  -0.6126  26.8356  0.0034  -0.011  0.0255
Si  -3.3571  8.5547  26.7005  0.011  0.0057  0.0037
Si  8.188  5.3956  29.1979  0.0024  0.0018  -0.0077
Si  -1.3716  12.2769  30.7006  -0.0046  0.0011  -0.0048
Si  4.1137  9.4417  28.0117  0.0175  0.0323  0.0317
Si  5.4005  -2.7994  29.4924  -0.003  -0.0029  -0.0015
Si  3.9637  4.0111  28.0849  -0.0223  0.0027  0.0076
Si  2.7171  5.4848  29.4379  0.0155  -0.0039  -0.0007
Si  5.4031  2.6158  29.3173  0.0114  -0.0069  -0.0059
Si  -4.1078  12.1013  28.1183  -0.0141  0.0032  0.0099
Si  12.3011  6.8064  27.9862  0.0111  0.0187  -0.0003
Si  2.8933  9.9483  15.4513  0.0012  0.0003  0.0005
Si  10.8396  8.2062  29.1825  -0.0009  -0.0005  -0.0024
Si  1.0984  2.5614  22.93  -0.0033  -0.0008  -0.0045
Si  11.3945  5.4783  23.6329  0.0005  0.0048  -0.0051
Si  -5.0969  4.6667  24.6796  0.0108  -0.0123  -0.0017
Si  10.8744  2.6988  29.2575  -0.0015  0.0034  -0.0084
Si  6.8083  4.049  30.6155  -0.0025  -0.0027  -0.0016
Si  6.5161  1.3087  14.8154  0.0027  -0.0063  0.002
Si  1.1766  12.3282  27.6871  -0.0039  -0.0035  -0.0047
Si  2.6271  10.9345  29.1142  0.0015  -0.0112  -0.0147
Si  4  1.2786  30.636  0.0064  0.0041  0.0015
Si  8.2066  -0.1248  29.4568  -0.0004  -0.0033  0.0025
Si  -1.3996  5.7619  21.3207  0.0029  0.0026  -0.0003
Si  10.7551  3.6563  15.8874  -0.0008  0.0018  0.0011
Si  5.1828  5.5224  26.8007  0.0002  0.028  -0.0042
Si  9.5275  6.7975  30.5994  -0.0021  0.0012  0.0007
Si  2.1781  14.2429  26.6623  0.0184  -0.0072  -0.0007
Si  6.8085  9.4951  30.7923  0.0001  0.0021  -0.0009
Si  0.0068  -0.0242  32.0337  -0.0004  0.0007  -0.0018
Si  5.4081  -0.0293  32.0558  0.0033  -0.0073  -0.0044
Si  2.6996  2.6991  32.0256  -0.0044  0.0012  0.0003
Si  8.1726  2.7118  32.0303  0.0008  -0.0012  -0.0018
Si  -0.0421  5.4537  32.0167  0.0022  -0.001  -0.0008
Si  5.4802  5.4054  32.0725  -0.0017  0.0054  -0.0036
Si  2.6588  8.2242  32.044  0.0064  -0.0037  -0.0037
Si  8.2032  8.1268  32.074  -0.0054  -0.0001  -0.0033
Si  1.3563  1.3451  33.4153  0.0019  -0.0016  0.0003
Si  6.8029  1.3517  33.4039  -0.0013  0.004  -0.0007
Si  4.0799  4.0608  33.41  0.0037  -0.001  -0.0011
Si  9.5415  4.0886  33.4016  -0.001  0.0027  0.0006
Si  1.3291  6.8212  33.4034  -0.0003  0.0011  -0.0013
Si  6.8236  6.797  33.4339  0.0022  0.0008  -0.0018
Si  4.0624  9.5493  33.4227  -0.001  0.0033  -0.0007
Si  9.5679  9.5479  33.4034  0.0007  0.0007  -0.0001
Si  2.7781  0.0211  3.3833  0.0019  -0.0043  -0.0036
Si  8.2277  0.0245  3.4422  -0.0017  -0.0047  0.0027
Si  0.0288  2.7688  3.4129  -0.0045  -0.0025  0.0023
Si  5.461  2.7508  3.4169  -0.0024  0.0048  -0.0021
Si  2.7408  5.4837  3.4529  -0.0001  -0.0009  0.0034
Si  8.206  5.4811  3.4073  0.0009  0.0053  -0.0017
Si  0.008  8.1873  3.4218  0.0007  -0.0004  0.0005
Si  5.4716  8.2022  3.4256  0.0037  0.0034  0.0031
Si  4.0887  1.3989  4.7949  0.0056  -0.0056  0.0055
Si  9.5956  1.4555  4.7883  0.0077  0.0072  0.0011
Si  1.3816  4.1037  4.8414  -0.0013  0.0058  0.0004
Si  6.7856  4.1749  4.7634  0.0046  -0.006  0.0057
Si  4.1229  6.8451  4.8352  -0.0007  0.0015  -0.0003
Si  9.5976  6.7869  4.8069  -0.0041  0.0032  0.0067
Si  1.4673  9.5469  4.7028  0.0021  0.0031  0
Si  6.8428  9.5713  4.7835  -0.0026  -0.0039  0.003
Si  -0.5786  2.1071  8.6935  0.002  0.0072  -0.0074
Si  3.4126  3.5218  12.7015  -0.0045  -0.0006  0.0035
Si  -2.2493  0.3669  8.3644  -0.0052  -0.0125  0.0048
Si  5.4902  0.0546  6.1231  -0.0002  0.0068  0.0008
Si  0.0043  5.4245  6.2552  0.0028  0.0042  0.0004
Si  5.4416  5.4654  6.251  -0.0015  0.0028  -0.0039
Si  2.7972  8.2508  6.1931  0.0014  0.0021  0.0121
Si  8.1948  8.1466  6.1191  0.0074  0.0046  -0.011
Si  0.1637  0.0503  5.9682  -0.0053  -0.0085  -0.0004
Si  11.8865  4.7059  11.3497  0.0029  0.0077  0.0051
Si  2.6531  5.362  8.9669  0.0037  0.0158  -0.007
Si  10.9679  8.3167  8.6627  -0.0016  -0.0026  -0.0089
Si  5.6462  2.6999  9.0473  -0.0024  -0.007  -0.0059
Si  9.479  4.1302  7.6886  0.0072  -0.0068  0.0058
Si  0.0813  8.9897  14.8388  -0.0001  0.0004  0.0011
Si  6.9474  8.684  18.381  0.0002  0.0036  -0.0039
Si  6.8388  -4.1066  7.6188  -0.0022  0.0026  0.0068
Si  8.1827  2.89  6.1175  -0.0092  -0.0054  0.0013
Si  2.8523  0.123  9.0421  0.0118  -0.0003  0.0054
Si  4.1485  -1.237  7.565  -0.0005  -0.0071  -0.0048
Si  1.434  6.8335  7.5251  0.0046  0.0009  0.0016
Si  6.8719  1.4612  7.4194  0.001  0.0033  -0.004
Si  -5.1289  8.6012  8.8421  -0.0088  0.0069  -0.0049
Si  4.9747  10.834  17.2681  0.0036  0.0023  -0.0016
Si  -1.226  -1.3411  7.1563  -0.0005  -0.0005  -0.0076
Si  8.2496  2.5207  17.1507  0.001  0  0.0001
Si  1.379  1.3232  7.5874  -0.01  0.0105  0.0017
Si  9.1271  7.7281  9.9643  0.0196  -0.0027  0.0004
Si  0.2127  11.0741  12.5631  0.0031  0.002  0.0028
Si  4.1409  4.0197  7.6796  -0.0021  0.0035  0.0109
Si  -3.8413  14.7729  10.6144  0.0106  0.0075  -0.0087
Si  7.7595  9.6892  9.7506  -0.0101  0.0169  -0.0128
O  -7.1167  9.7688  16.7863  -0.0008  0.0015  -0.0021
O  16.6288  -5.5922  16.3081  0.0006  0.0018  -0.0024
O  13.4507  19.2719  10.6786  0.0123  -0.0054  -0.0038
O  -10.3749  -41.222  14.9799  0.0018  0.0013  -0.0021
O  29.7601  6.5806  15.3681  0.0003  0  -0.0028
O  -0.243  3.642  11.6307  -0.0063  0.0006  0.0009
O  22.2475  16.8508  25.199  -0.0003  -0.0024  0.0019
O  20.0045  16.9466  12.9905  -0.0033  -0.0024  -0.001
O  34.2979  12.0029  12.9833  0  0.0022  -0.001
O  40.5414  12.8758  15.7137  0.0006  0.0032  -0.0027
O  31.4683  26.0429  20.9645  -0.0017  0.0017  -0.0005
O  -8.9717  -3.3144  20.5461  -0.0007  0.0038  -0.0021
O  26.2539  -20.1845  25.2653  -0.0275  0.0215  0.0009
O  -1.1849  4.6265  15.0589  0.0002  0.0016  -0.002
O  -11.0769  41.9579  20.9333  0.0011  0.0027  0.0002
O  37.1539  26.0504  24.1683  0.0047  0.0014  -0.0043
Si  23.5638  4.1894  18.0346  0.0011  0.003  0.0018
Si  11.436  26.9514  26.6606  0.0009  0.0057  -0.0064
Si  -14.5038  23.7983  24.6685  0.0076  -0.0078  0.019
Si  6.7118  17.7604  28.0404  -0.0058  -0.0061  -0.0016
Si  7.6149  -13.877  21.2255  0.0031  0.0022  -0.002
Si  3.9457  8.8153  24.0193  -0.0053  0.0055  -0.0058
Si  12.8149  34.5611  14.414  -0.0021  0.0012  -0.0016
Si  6.3487  6.7795  15.9285  -0.0011  0.003  -0.0002
Si  -0.1266  3.2881  20.3031  0.0034  -0.0001  -0.002
Si  9.5492  4.0195  27.7638  -0.0074  -0.0045  0.0078
Si  3.8836  13.3714  18.4399  0.0025  -0.0011  -0.0005
Si  56.1859  9.4812  10.0987  0.0122  -0.0112  0.0109
Si  6.6341  -3.4108  24.0648  0.0039  0.0025  0.0037
Si  24.6138  2.7374  6.2416  -0.0027  -0.0038  0.0011
Si  -7.5132  13.8409  24.7074  -0.0102  0.0049  0.0124
Si  -11.9801  22.3607  23.9361  0.0008  0.0076  0.0012
Si  10.0363  20.0941  17.733  0.0011  0.0004  -0.0013
Si  4.734  -2.6478  13.6071  -0.0002  0.0008  -0.0013
Si  27.2415  33.2507  24.8295  0.0251  0.003  -0.0194
Si  8.1643  -5.3334  9.2105  -0.0015  -0.0055  -0.0012
Si  10.2174  22.3177  26.4226  0.005  0.0013  0.0123
Si  19.4507  -5.5093  14.3867  0.0039  0.0047  0.0023
Si  -2.4477  13.044  26.7636  0.003  0.0064  -0.0215
Si  1.3037  9.563  30.5635  0.0004  0.0009  -0.0003
Si  -12.5337  -10.2139  19.1896  -0.0001  0.002  -0.0038
Si  3.8193  7.4212  10.9353  -0.0004  0.0061  -0.0046
Si  4.0123  4.9183  19.6888  0.002  0.0023  0.0003
Si  21.1984  7.0082  12.5554  0.0055  0.0035  0.0031
Si  -10.4939  7.9037  20.0453  0.003  -0.0001  -0.0039
Si  6.2278  25.6704  12.9338  0.0017  0.0004  0.0153
Si  6.4111  21.4218  12.3569  -0.0007  -0.0054  0.0064
Si  20.2585  -1.316  21.4681  -0.0009  -0.0001  -0.0038
Si  9.8961  13.3154  10.958  0.017  -0.0019  -0.0113
Si  13.9548  -3.0687  26.6404  -0.0388  -0.0251  -0.0243
Si  13.6857  28.7556  21.7798  0.0004  -0.0003  -0.0006
Si  16.8514  15.3561  17.6167  0.002  0.0019  0.0004
Si  15.3008  -9.5884  10.5295  -0.0112  -0.0105  -0.0177
O  -22.5998  -22.0925  18.1688  0.0014  0.0019  -0.0001
O  18.7446  -13.8948  25.1226  -0.0024  -0.0042  -0.0053
O  -4.45  27.7965  23.8382  -0.0012  0.0015  -0.0048
O  11.6305  42.8691  11.408  -0.0051  0.0081  0.0043
O  -9.9659  15.5074  16.6179  0.0003  0.0038  -0.0041
O  12.0043  24.8127  21.3558  0.0017  0.0019  -0.0014
O  24.2893  22.4489  15.4055  0.0011  0.0016  0.0003
O  -15.9725  2.4059  13.7718  -0.0003  0.0084  -0.008
O  -7.3429  5.9893  10.1824  0.0046  0.0071  -0.0029
O  39.0422  10.0924  17.9912  0.0001  0.0009  -0.0005
O  -2.8815  6.4067  21.1595  -0.0008  0.0023  -0.0009
O  8.3014  13.6599  10.91  0.0012  0.0055  0.0071
O  29.992  34.2209  18.3432  0.0009  0.0025  -0.0014
O  -16.4177  11.6141  15.901  0.001  0.0015  -0.0013
O  18.5429  21.2196  11.2905  0.0043  -0.0004  0.0084
O  5.2464  -2.848  24.6897  0.0008  -0.0053  0.0046
O  -0.2833  -0.6562  13.905  0.0011  0.0015  -0.003
O  8.5746  19.638  18.2915  0.0001  0.0021  0.0007
O  -23.2713  -13.8198  11.5572  -0.0005  0.0017  0.0049
O  12.3788  15.4892  9.7887  -0.001  -0.0037  0.0016
O  -6.4958  54.1356  23.8091  -0.0008  0.0016  -0.0015
O  10.3053  1.8758  19.7555  0.0017  0.0029  -0.001
O  -9.3695  -12.8628  15.5014  0.0013  0.002  -0.0005
O  2.7547  -2.3208  25.1505  0.0042  0.0017  0.0036
O  14.6666  -1.4685  14.1313  0  0.0019  -0.0012
O  6.7732  19.1625  22.6071  0.0002  0.0022  -0.0064
O  16.2966  -14.4067  14.8533  0.002  0.0001  0.0014
O  5.9257  -23.8124  12.7889  0.0013  0.0052  0.0004
O  -25.357  3.8748  17.6282  0.0007  0.0028  -0.0004
O  27.3613  5.2109  19.0031  0.0012  0.0026  -0.0005
O  -0.4172  17.49  20.2967  0.0006  0.0022  -0.0017
O  22.3856  4.1941  19.1374  0.0006  0.002  -0.0007
O  -12.3121  21.0131  23.0394  0.0013  0.0024  -0.0022
O  36.3441  29.9269  22.6255  -0.0015  0.0006  -0.0027
O  3.9983  -14.5949  12.5522  -0.0006  0.0008  -0.0025
O  -27.8817  25.0171  17.4029  0.002  0.0028  -0.0029
O  -9.185  27.9492  22.8145  0.0017  0.0031  -0.0006
O  0.4709  -7.0946  23.7248  0.002  -0.0003  -0.0001
O  15.6723  -17.4059  12.8497  0.0029  0.0029  -0.0051
O  17.9491  22.0476  13.7518  0.0005  0.0041  -0.001
O  14.0382  -19.1033  14.1183  0.0025  0.0013  -0.0011
O  5.2055  -10.5573  11.59  -0.0018  0.0072  -0.0036
O  14.5117  13.406  11.4536  -0.0001  0.0069  0.0059
O  0.2889  8.279  18.4545  0.0013  0.001  -0.0004
O  -10.6731  23.0872  23.2671  -0.001  -0.0003  0.0002
O  13.5732  13.2763  23.3882  0.0021  -0.0033  -0.0065
O  10.0124  -1.982  16.1189  0.0014  0.001  -0.0021
O  20.7691  24.7527  16.9844  0.001  0.0024  -0.002
O  13.0887  26.358  12.3999  0.0001  -0.0023  -0.0016
O  3.7639  27.6654  21.051  0.0015  0.0012  -0.0003
O  19.5266  -9.4767  23.6489  0.0113  -0.0041  -0.011
O  39.4422  8.3061  19.9407  0.0007  0.0009  0.0023
O  10.9003  51.4192  13.8964  -0.0003  0.0024  -0.0021
O  14.922  14.1954  19.8824  0.001  0.0014  0.0025
O  39.6863  36.2626  24.3117  -0.0116  0.0178  -0.0027
O  -0.8932  16.9246  22.8653  0.0005  0.0028  0.0001
O  40.0778  4.5055  13.9559  -0.0043  -0.0012  -0.0089
O  11.3651  6.2141  11.6615  -0.0016  -0.0003  -0.0055
O  36.7097  6.5004  26.3434  0.0189  -0.014  0.0037
O  -27.6519  8.0635  10.2816  -0.0108  -0.0042  0.0034
O  26.1639  11.8028  18.4101  0.0006  0.0014  -0.0004
O  41.596  32.7233  20.4931  0.0003  0.0014  0.0008
O  -0.9553  1.0982  11.9777  -0.0028  -0.0005  0.0056
O  39.2119  40.4184  17.3173  0.0011  0.002  -0.0011
O  -8.0945  -5.6963  18.5463  0.0004  0.0036  -0.0024
O  24.232  13.6231  17.8968  -0.0013  0.0012  -0.0038

Results
free energy: -151524.462 eV
free energy less fixed offsets of O -568.88, Si -635.61 eV per atom: -0.652 eV

The program warned: the cutoff lies below the one the program advises for these potential files; the exchange-correlation potential is rough where the density is thin.
